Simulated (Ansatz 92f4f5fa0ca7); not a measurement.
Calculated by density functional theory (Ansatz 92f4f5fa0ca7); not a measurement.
Periodic cell of 357 atoms, Si241O116, from a study of silicon, its oxide and their interface. The atomic structure is a simulated model.
Doubt: the cutoff is far below the 930 eV that the study's wrapper takes by default for these files, so forces and energies are approximate.
This geometry differs little from another in the collection (a relaxation step or a small displacement).

Settings: functional PBE; potential files Ansatz PAW; basis plane waves; wave-function cutoff 580 eV; density cutoff ratio 5; exchange-correlation grid ratio 1; k mesh 1 x 1 x 1, Gamma-centred; self-consistency stop 5e-08 eV per atom in the density residual; occupations fixed; spin none; net charge 0.

Cell vectors (angstrom)
a  11.6015  0  0
b  0  13.3963  0
c  0  0  40.7534

Atoms: element, x, y, z (angstrom)
Si  0  2.2327  1.1851
Si  3.8672  2.2327  1.1851
Si  7.7343  2.2327  1.1851
Si  1.9336  5.5818  1.1851
Si  5.8008  5.5818  1.1851
Si  9.6679  5.5818  1.1851
Si  0  8.9308  1.1851
Si  3.8672  8.9308  1.1851
Si  7.7343  8.9308  1.1851
Si  1.9336  12.2799  1.1851
Si  5.8008  12.2799  1.1851
Si  9.6679  12.2799  1.1851
Si  1.9336  1.1164  1.9745
Si  5.8008  1.1164  1.9745
Si  9.6679  1.1164  1.9745
Si  0  4.4654  1.9745
Si  3.8672  4.4654  1.9745
Si  7.7343  4.4654  1.9745
Si  1.9336  7.8145  1.9745
Si  5.8008  7.8145  1.9745
Si  9.6679  7.8145  1.9745
Si  0  11.1635  1.9745
Si  3.8672  11.1635  1.9745
Si  7.7343  11.1635  1.9745
Si  1.9336  1.1164  4.3426
Si  5.8008  1.1164  4.3426
Si  9.6679  1.1164  4.3426
Si  0  4.4654  4.3426
Si  3.8672  4.4654  4.3426
Si  7.7343  4.4654  4.3426
Si  1.9336  7.8145  4.3426
Si  5.8008  7.8145  4.3426
Si  9.6679  7.8145  4.3426
Si  0  11.1635  4.3426
Si  3.8672  11.1635  4.3426
Si  7.7343  11.1635  4.3426
Si  0  0  36.4128
Si  3.8672  0  36.4128
Si  7.7343  0  36.4128
Si  1.9336  3.3491  36.4128
Si  5.8008  3.3491  36.4128
Si  9.6679  3.3491  36.4128
Si  0  6.6981  36.4128
Si  3.8672  6.6981  36.4128
Si  7.7343  6.6981  36.4128
Si  1.9336  10.0472  36.4128
Si  5.8008  10.0472  36.4128
Si  9.6679  10.0472  36.4128
Si  0  0  38.781
Si  3.8672  0  38.781
Si  7.7343  0  38.781
Si  1.9336  3.3491  38.781
Si  5.8008  3.3491  38.781
Si  9.6679  3.3491  38.781
Si  0  6.6981  38.781
Si  3.8672  6.6981  38.781
Si  7.7343  6.6981  38.781
Si  1.9336  10.0472  38.781
Si  5.8008  10.0472  38.781
Si  9.6679  10.0472  38.781
Si  0  2.2327  39.5703
Si  3.8672  2.2327  39.5703
Si  7.7343  2.2327  39.5703
Si  1.9336  5.5818  39.5703
Si  5.8008  5.5818  39.5703
Si  9.6679  5.5818  39.5703
Si  0  8.9308  39.5703
Si  3.8672  8.9308  39.5703
Si  7.7343  8.9308  39.5703
Si  1.9336  12.2799  39.5703
Si  5.8008  12.2799  39.5703
Si  9.6679  12.2799  39.5703
Si  0.2716  0.2575  29.531
Si  4.1294  2.699  30.2527
Si  8.0669  0.5144  29.3471
Si  2.0739  3.4772  29.5294
Si  5.8562  3.9012  29.1056
Si  9.8693  3.7879  29.3897
Si  0.2129  6.6863  29.2772
Si  4.0361  7.0707  29.3827
Si  7.7214  8.4818  28.3992
Si  3.3146  10.925  28.7473
Si  5.6976  10.9874  28.2535
Si  10.3109  10.2879  28.3374
Si  0.0902  2.4909  30.2648
Si  4.0124  0.6134  29.3198
Si  7.811  2.7388  29.8948
Si  2.1656  5.703  30.0759
Si  5.8988  5.9443  30.2752
Si  9.8061  5.9313  30.2874
Si  0.701  8.7969  30.1532
Si  3.08  9.0317  30.1966
Si  7.8306  7.261  30.3113
Si  2.3241  12.618  30.1584
Si  6.0417  12.7748  29.7566
Si  9.8562  12.7006  30.2419
Si  0.0527  2.2665  32.5768
Si  3.9756  2.2998  32.556
Si  7.79  2.3705  32.3335
Si  2.0473  5.637  32.4686
Si  5.8097  5.5921  32.5799
Si  9.8208  5.6297  32.6012
Si  0.0562  8.9431  32.4538
Si  3.8378  9.0266  32.4676
Si  7.7744  8.7068  32.3298
Si  2.0617  12.3229  32.4814
Si  5.9038  12.3379  32.2073
Si  9.7386  12.2666  32.5129
Si  2.0124  1.1456  33.2611
Si  5.9199  1.1355  33.1876
Si  9.6692  1.1541  33.2331
Si  0.128  4.4978  33.3192
Si  3.9087  4.4944  33.3597
Si  7.8124  4.538  33.2734
Si  1.9673  7.8538  33.3245
Si  5.7799  7.8467  33.2502
Si  9.7291  7.8513  33.3241
Si  0.1031  11.1802  33.2383
Si  3.9986  11.2471  33.2264
Si  7.7654  11.0687  33.0497
Si  1.944  1.1204  35.6267
Si  5.8211  1.1108  35.5885
Si  9.6564  1.1245  35.6126
Si  0.0183  4.4736  35.6596
Si  3.8652  4.4726  35.6867
Si  7.7411  4.469  35.6319
Si  1.9348  7.8111  35.6646
Si  5.7905  7.8274  35.6201
Si  9.678  7.8272  35.6634
Si  0.014  11.1618  35.6115
Si  3.8916  11.1738  35.6087
Si  7.7259  11.135  35.5182
Si  -0.0057  0.0027  5.1518
Si  3.87  0.0106  5.1411
Si  7.7378  -0.0051  5.1497
Si  1.9274  3.3438  5.133
Si  5.7992  3.3471  5.1277
Si  9.6599  3.347  5.1222
Si  -0.0076  6.6997  5.1019
Si  3.8486  6.7  5.1086
Si  7.7271  6.7006  5.1019
Si  1.923  10.033  5.1418
Si  5.7884  10.0435  5.1276
Si  9.672  10.0448  5.1509
Si  -0.0318  -0.0185  7.5344
Si  3.8557  0.0182  7.5142
Si  7.7257  -0.0468  7.5307
Si  1.8655  3.3218  7.5025
Si  5.758  3.3427  7.4929
Si  9.5949  3.3231  7.4809
Si  -0.086  6.6772  7.4478
Si  3.7501  6.6874  7.4587
Si  7.6546  6.7074  7.4471
Si  1.8641  9.985  7.5181
Si  5.7231  10.0255  7.4929
Si  9.649  10.0209  7.5349
Si  -0.0885  2.2302  8.3072
Si  3.8258  2.2709  8.3214
Si  7.6791  2.1917  8.3048
Si  1.8069  5.5517  8.2524
Si  5.6938  5.6082  8.1809
Si  9.571  5.577  8.2089
Si  -0.061  8.8386  8.3838
Si  3.7934  8.8859  8.3228
Si  7.6709  8.9329  8.2373
Si  1.9327  12.2414  8.2185
Si  5.7683  12.2526  8.2906
Si  9.6637  12.2365  8.3688
Si  -0.1765  2.3362  10.6798
Si  3.7823  2.4873  10.6897
Si  5.6263  1.5314  11.707
Si  3.6053  4.7134  11.4051
Si  5.5426  5.7012  10.5048
Si  9.4051  5.6154  10.5456
Si  -0.1429  8.6429  10.8082
Si  3.6842  8.7295  10.7064
Si  7.6004  8.9267  10.5804
Si  1.9665  11.9632  10.5299
Si  5.7552  11.9757  10.6365
Si  9.7694  12.0925  10.7563
Si  1.8172  1.5879  11.4646
Si  7.5171  2.3252  10.6644
Si  10.0292  0.7779  11.8009
Si  -0.4092  4.5186  11.5175
Si  1.5934  5.5045  10.6044
Si  7.4296  4.5775  11.1963
Si  1.824  7.5655  11.5974
Si  5.7065  7.8356  11.4467
Si  9.3725  7.7427  11.4846
Si  0.1041  10.8488  11.3478
Si  3.839  10.9049  11.4548
Si  7.7433  11.089  11.4601
O  10.3929  0.4876  13.395
O  10.9316  4.6376  13.163
O  1.7129  1.9888  13.0605
O  7.5961  11.0498  13.122
O  3.5747  5.0362  13.0556
O  5.8829  1.8245  13.3085
O  7.2702  4.688  12.8317
O  12.1835  10.8673  12.9556
O  5.7937  7.9056  13.1061
O  8.9495  7.6909  13.1115
O  3.8367  11.009  13.1274
O  2.0617  7.2341  13.2424
O  9.5737  11.4821  29.1348
O  3.4029  0.8418  27.7492
O  5.5588  4.0014  27.4405
O  6.021  11.2801  26.6507
O  8.5765  13.6782  27.7775
O  2.0381  3.1958  27.8882
O  2.5141  11.0693  27.3009
O  7.5704  7.6653  26.9745
O  4.4916  7.3651  27.777
O  0.1081  13.4801  27.9026
O  10.6136  10.5081  26.7329
O  10.298  4.0894  27.785
Si  4.592  4.7576  23.2024
Si  12.0009  4.5996  21.5169
Si  9.9268  -0.3566  14.7265
Si  2.2844  11.6335  25.7939
Si  7.2343  11.8162  14.5251
Si  7.3664  9.2989  16.3239
Si  1.8203  1.7604  17.0753
Si  2.883  2.841  21.5002
Si  2.1049  -2.4477  16.5288
Si  1.6617  6.0759  19.0028
Si  5.3412  2.4353  14.7096
Si  1.369  9.6374  23.7261
Si  4.5543  4.1555  26.1323
Si  4.0858  12.0725  14.3449
Si  3.1044  13.1329  21.274
Si  2.6295  2.0319  26.9021
Si  8.8191  4.0503  21.6517
Si  5.6997  7.3805  14.6506
Si  4.7849  1.765  17.4523
Si  11.573  10.3864  14.381
Si  0.2469  13.6929  26.3079
Si  1.1061  4.6897  16.4136
Si  11.4525  5.2092  24.4735
Si  4.3534  12.385  23.9565
Si  2.9361  6.1274  14.1145
Si  8.6809  5.6258  24.3207
Si  5.771  13.2261  19.5944
Si  10.331  4.9256  14.6635
Si  7.2975  4.7633  14.4352
Si  9.6542  7.9197  14.5799
Si  7.1306  10.4716  19.2555
Si  -1.7816  12.0733  19.8333
Si  -0.1279  -0.2406  17.3643
Si  10.58  9.229  25.6851
Si  0.6199  6.9077  26.9353
Si  8.8647  14.335  26.326
Si  6.3894  5.5416  20.7603
Si  8.1899  0.8571  21.3611
Si  7.7272  8.1181  25.4084
Si  6.266  10.6947  25.1286
Si  5.2832  8.5453  20.8536
Si  3.5776  7.0567  26.4507
Si  3.7035  7.7265  23.4605
Si  7.2154  -0.2523  24.0601
Si  0.9466  11.1052  20.9725
Si  2.6374  14.8829  14.2866
Si  14.191  9.1061  19.0962
Si  4.2729  4.204  19.0491
Si  9.6666  17.2599  26.2967
O  4.1773  6.8465  14.9069
O  5.4799  1.4563  16.0067
O  6.1056  7.1413  20.6714
O  1.1114  12.1025  17.1303
O  12.3935  5.6665  17.6822
O  5.6852  12.2927  14.5531
O  11.0325  7.9386  26.5599
O  5.6142  13.422  23.7891
O  3.1272  5.3505  18.9087
O  10.4136  4.2526  21.3437
O  2.3101  10.3252  24.8459
O  8.6288  5.0463  25.8537
O  4.0506  8.8186  19.7938
O  9.0747  8.983  25.1571
O  13.4206  3.3828  17.0871
O  8.285  13.0579  14.7371
O  8.1872  13.698  22.8921
O  10.3472  13.9624  25.7249
O  3.421  13.5044  13.9273
O  3.5687  3.5581  22.7921
O  10.335  6.5154  15.0273
O  5.7515  14.4069  18.4939
O  10.4048  -0.9177  18.3722
O  0.5963  1.1193  17.9456
O  2.6888  9.9389  17.6815
O  12.3236  5.8131  25.7067
O  4.2753  12.9762  20.168
O  11.3108  4.1961  15.7358
O  2.1695  8.285  23.2623
O  8.4413  4.455  23.207
O  7.6029  13.9225  25.4099
O  7.4526  11.5456  24.3745
O  7.2611  9.4551  17.9602
O  1.7191  12.5159  20.6922
O  8.8121  4.3689  14.8991
O  1.5965  9.946  20.0567
O  11.5133  9.3474  24.3762
O  13.4757  7.6716  18.8795
O  7.9706  5.1029  20.7148
O  4.9389  10.8909  24.2233
O  10.8591  8.9483  14.2716
O  4.092  7.7797  25.0718
O  10.6043  0.2619  16.0656
O  0.6831  5.0219  23.0884
O  10.4268  11.4816  14.747
O  1.3314  3.286  21.2673
O  6.7468  13.8002  20.7609
O  3.7073  2.7738  25.9306
O  3.7228  2.6784  14.5883
O  10.971  11.3203  20.6905
O  6.4005  9.7065  20.5204
O  10.2008  6.2078  24.0877
O  8.7415  2.5539  26.3928
O  1.3521  1.479  26.0397
O  12.7003  10.6521  22.5107
O  0.831  12.3462  25.6218
O  8.6768  8.464  15.7764
O  6.8493  6.2496  14.927
O  7.4745  10.8129  15.7708
O  1.635  1.2548  15.5347
O  6.0214  8.574  15.7233
O  8.4191  2.4824  21.3614
O  5.673  4.8974  19.4633
O  2.8714  14.6506  21.7593
O  3.5438  5.4263  26.3399
O  7.6277  6.8712  24.3456
O  2.0942  7.6313  26.8514
O  15.3205  6.1353  23.1053
O  8.6126  10.9856  19.7059
O  3.4091  12.7139  25.2555
O  6.5091  9.1131  25.0797
O  5.8034  4.8817  22.1322
O  3.5036  12.2822  22.5942
O  6.1923  3.7622  15.0627
O  3.7781  3.129  20.1713
O  4.6671  3.3787  17.7002
O  2.0179  5.4155  15.2618
O  -2.235  13.4786  20.5438
O  3.4031  11.5592  15.7406
O  12.4742  5.7201  20.408
O  4.6896  8.5266  22.4012
O  5.266  4.4468  24.674
O  1.1734  10.1617  15.4474
O  6.2732  11.8281  18.9132
O  10.8219  3.8132  25.1151
O  3.2578  1.1894  17.6011
O  6.5481  9.6176  28.6096
O  8.618  1.6138  11.6872
O  9.2421  9.0746  28.4095
O  5.4788  13.31  11.5845
O  1.7331  13.3563  11.3835
O  11.6998  9.9904  29.1481

Results
free energy: -219172.124 eV
free energy less fixed offsets of O -568.88, Si -635.61 eV per atom: -0.034 eV

Forces (eV/angstrom), in the order of the atoms: element, x, y, z
Si  -0.0081  -0.0008  0.0021
Si  0.0131  0.0083  0.0158
Si  0.0083  -0.0161  0.0065
Si  0.0053  0.0056  -0.0088
Si  0.0162  -0.0098  0.0006
Si  -0.0112  0.0003  0.0087
Si  0.0112  0.0074  -0.0035
Si  0.0065  -0.0031  -0.0039
Si  0.0197  -0.0078  -0.0022
Si  0.0048  0.0243  0.0064
Si  0.0045  0.0217  0.025
Si  0.013  0.0287  0.0129
Si  -0.0199  -0.026  -0.0033
Si  0.0191  -0.0203  0.0042
Si  -0.0049  -0.0257  0.0101
Si  -0.0045  -0.0262  -0.0077
Si  -0.0217  -0.0185  -0.0017
Si  -0.0203  -0.003  -0.0038
Si  -0.033  -0.0026  -0.0018
Si  -0.0451  -0.0015  -0.0093
Si  -0.0272  0.0268  -0.0034
Si  -0.0107  -0.0065  -0.0072
Si  -0.042  -0.0036  -0.0107
Si  -0.001  -0.0355  -0.0147
Si  -0.0492  -0.0417  0.0574
Si  0.0702  -0.0393  0.028
Si  -0.034  -0.0589  0.0107
Si  -0.0503  -0.0582  -0.0287
Si  -0.0599  -0.0471  0.0103
Si  -0.0532  -0.0379  -0.0962
Si  -0.1171  0.0376  -0.246
Si  -0.1321  0.0203  -0.1039
Si  -0.0466  0.0953  -0.1114
Si  -0.0177  0.0111  0.1032
Si  -0.1362  0.0331  0.1279
Si  0.0114  -0.0333  0.151
Si  -0.0186  0.0238  -0.1987
Si  0.1909  0.0535  -0.0942
Si  0.0084  -0.2701  -0.3144
Si  0.0341  -0.0657  0.3217
Si  0.1025  -0.1128  -0.0346
Si  0.0649  0.0175  0.0267
Si  0.0467  0.0402  0.3015
Si  0.0542  0.1258  0.2737
Si  -0.0538  0.0912  -0.0558
Si  0.1802  0.1155  -0.0554
Si  0.1345  0.0941  -0.0317
Si  -0.0844  0.2196  -0.1616
Si  -0.0161  0.034  0.0224
Si  0.0625  0.0442  0.0138
Si  0.0116  -0.0967  0.0167
Si  0.0093  -0.028  -0.0029
Si  0.04  -0.0506  0.0088
Si  0.023  0.0033  0.0063
Si  0.0069  0.0094  -0.0074
Si  0.0248  0.036  -0.0025
Si  -0.0247  0.013  0.0198
Si  0.0644  0.0497  0.0008
Si  0.0499  0.0337  -0.0064
Si  -0.0315  0.1023  0.0098
Si  0.0095  0.0103  0.0101
Si  -0.0197  -0.0011  0.0113
Si  -0.0053  0.0296  -0.0383
Si  -0.005  -0.0077  0.0141
Si  -0.0155  0.0208  -0.0037
Si  0.0109  0.0084  -0.003
Si  -0.009  -0.0183  -0.035
Si  -0.0067  -0.0079  0.01
Si  -0.0214  -0.0003  -0.0092
Si  -0.0042  -0.0258  -0.0331
Si  -0.0061  -0.0247  0
Si  -0.0115  -0.0279  0.0092
Si  0.0079  -0.0082  0.03
Si  -0.0034  0.0013  -0.0024
Si  0.0278  -0.0182  -0.0813
Si  -0.0024  -0.011  -0.011
Si  -0.0012  -0.0023  -0.0376
Si  0.0032  -0.0049  -0.0534
Si  0.0013  0.0019  0.0007
Si  -0.0031  0.0064  -0.0061
Si  0.0084  -0.0275  0.0143
Si  -0.0143  0.003  -0.0302
Si  -0.0057  -0.0009  -0.0272
Si  -0.0013  -0.0201  -0.0053
Si  -0.003  0.0037  0.0119
Si  0.0073  -0.0081  -0.0126
Si  0.0015  0.0022  -0.0005
Si  0.0059  0.0039  0.0029
Si  0.0011  0.0061  0.0061
Si  0.0011  0.0022  -0.0004
Si  0.0016  -0.0039  -0.0008
Si  -0.0017  -0.0005  0.0065
Si  -0.0002  -0.0024  0.0051
Si  -0.0055  -0.0035  0.0076
Si  -0.0082  0.0059  0.0007
Si  -0.0057  -0.0043  -0.0175
Si  0.001  -0.0009  0.0029
Si  -0.0029  -0.0006  -0.0028
Si  0.0009  -0.0081  0.0005
Si  -0.0024  -0.0028  -0.002
Si  0.001  -0.0008  -0.0025
Si  -0.003  0.0003  -0.0014
Si  0.0001  -0.0047  -0.0054
Si  -0.0014  0.0036  -0.0072
Si  0.0006  -0.0021  -0.004
Si  -0.0038  0.0007  0.0021
Si  0.0003  0.0086  -0.0063
Si  0.0008  0.0063  0.0069
Si  -0.002  -0.0041  0.0036
Si  0.001  0  -0.0013
Si  0.0002  0.002  -0.0006
Si  0.0035  -0.0004  0.0033
Si  0.0008  -0.0048  0.0023
Si  0.0007  -0.0063  0.0007
Si  0.0032  -0.0036  -0.0014
Si  -0.0031  0.0016  -0.0035
Si  0.0054  -0.0054  0
Si  0.0026  0.0041  0.0019
Si  0.0021  0.0027  0.0021
Si  -0.0029  -0.0072  0.0018
Si  0.0014  0.0004  0.0037
Si  0.0013  -0.0013  0.0003
Si  -0.0027  -0.0022  0.0002
Si  0.0001  0.0024  0.001
Si  -0.0009  0.0025  0.0013
Si  0.0011  0.0029  0.0004
Si  -0.0031  -0.0028  -0.0042
Si  -0.0016  0.0011  0.0029
Si  0.0007  -0.0011  0.0015
Si  -0.0006  -0.0021  0.0023
Si  0.0004  0.0007  0.0034
Si  0.0005  -0.0048  -0.0004
Si  0.0003  0  -0.0024
Si  0.0004  0.0021  -0.0013
Si  0.0004  -0.0014  -0.0039
Si  0.0014  -0.0012  -0.0015
Si  -0.0014  0.0016  0.001
Si  0.0002  -0.0011  -0.0027
Si  -0.0007  0.001  -0.001
Si  0.0011  0.0004  -0.0022
Si  0.0002  0.0011  -0.003
Si  0.0035  0.0001  0.0002
Si  -0.0001  0.0008  -0.0009
Si  0.0013  0.0014  0.0004
Si  -0.0036  0.001  -0.0041
Si  -0.0022  0.0001  -0.0009
Si  0.0007  -0.0028  -0.0087
Si  0.0013  -0.0009  0.0022
Si  0.0043  -0.0024  0.0026
Si  0.0025  0.002  -0.005
Si  -0.0034  0.0007  0.0022
Si  -0.0042  0.0013  0.0022
Si  -0.0026  0.0017  -0.0007
Si  -0.0027  -0.0026  0.0022
Si  -0.0011  -0.0005  -0.0021
Si  0.0011  -0.0026  0.001
Si  0.0078  0.002  0.0041
Si  0.0016  -0.0014  0.0075
Si  0.004  0.0009  0.0095
Si  -0.0012  0.001  0.0032
Si  0.0001  0.0001  -0.0003
Si  -0.0017  -0.0033  -0.0002
Si  -0.0026  0.0005  0.0063
Si  -0.0041  0.0001  0.0005
Si  -0.0041  0.0008  0.0004
Si  -0.0043  0.0017  0.0056
Si  0.0007  -0.0027  0.0049
Si  -0.004  0.0035  -0.0027
Si  0.0008  -0.021  -0.0053
Si  -0.0054  -0.0002  -0.0038
Si  -0.0001  0.0125  -0.0009
Si  0.0154  0.0085  0.0301
Si  0.0007  0.002  -0.0005
Si  -0.0042  0.0039  -0.0126
Si  0.0142  -0.0061  -0.0013
Si  0.0096  -0.0097  -0.0062
Si  0.0025  -0.0004  -0.0112
Si  0.0018  -0.0265  -0.0168
Si  -0.0013  0.0034  0.0102
Si  -0.0092  -0.0006  -0.0073
Si  -0.0084  0.0388  -0.002
Si  -0.0261  -0.0002  -0.0358
Si  0.0415  -0.0168  -0.0199
Si  -0.0026  0.0013  0.0144
Si  -0.0057  0.0045  -0.0019
Si  -0.0068  0.0071  0.0321
Si  0.0074  -0.0025  0.0136
Si  -0.0026  -0.0014  0.0169
Si  -0.0066  -0.0058  0.0216
Si  -0.0031  0.0122  0.0194
Si  -0.0013  -0.0078  0.01
Si  -0.0032  0.0034  0.0219
O  0.0168  0.0122  -0.0153
O  0.0048  -0.0095  -0.0175
O  -0.0045  0.0031  -0.0105
O  0.0039  -0.0125  -0.0406
O  0.0032  -0.0139  -0.0213
O  0.003  -0.0095  -0.0087
O  0.0139  -0.0102  -0.0239
O  0.0052  0.014  -0.0531
O  -0.0021  0.0028  -0.0073
O  0.004  -0.0043  -0.0214
O  -0.0069  -0.006  -0.0149
O  -0.0173  0.023  -0.0244
O  0.0116  0.0155  -0.0041
O  -0.001  0.0026  0.0024
O  0.0185  -0.0084  0.0396
O  -0.0154  -0.0041  0.0213
O  -0.0044  0.1474  -0.2163
O  -0.0035  0.0035  0.0045
O  0.0123  -0.0048  -0.0012
O  -0.0095  -0.0037  -0.0027
O  -0.0067  -0.0074  0.007
O  -0.009  -0.0004  -0.0228
O  0.001  0.0129  0.019
O  -0.0645  -0.0283  -0.0543
Si  -0.0012  -0.0031  0.0048
Si  -0.001  -0.0001  0.0088
Si  -0.0044  0.0005  0.0028
Si  0.0106  0.0012  0.0202
Si  -0.0087  0.0028  0.0009
Si  -0.0026  -0.0013  -0.0149
Si  0.0022  0.0072  0.0086
Si  0.0093  -0.0042  0.0092
Si  -0.0088  0.0062  -0.0007
Si  -0.0023  -0.0027  -0.0047
Si  0.0022  -0.0021  -0.0105
Si  -0.0011  0.0032  0.0039
Si  0.0117  0.0023  -0.0029
Si  -0.0031  0.0048  -0.0013
Si  0.0126  -0.004  0.0222
Si  0.0057  -0.0081  0.0178
Si  -0.0016  -0.0014  0.0189
Si  0.0149  0.0064  -0.0105
Si  -0.0097  -0.0043  -0.008
Si  -0.0039  -0.0158  0.0066
Si  0.016  -0.0213  -0.0059
Si  -0.0057  -0.0141  -0.0069
Si  -0.0026  0.02  0.0097
Si  -0.0118  -0.0314  0.0062
Si  -0.005  -0.0194  -0.0132
Si  0.0044  -0.0053  -0.007
Si  -0.0045  0.0008  0.0033
Si  0.0149  0.0044  0.0107
Si  -0.0206  0.0035  -0.0138
Si  -0.0039  0.0061  0.0022
Si  -0.0032  -0.0023  -0.0013
Si  0.0147  0.0217  0.0086
Si  0.0072  0.0071  -0.0013
Si  -0.0024  -0.0191  -0.0074
Si  -0.0086  0.0015  -0.0054
Si  -0.2902  0.0896  0.0242
Si  -0.0137  -0.0033  -0.0004
Si  0.0054  -0.0119  0.0313
Si  0.0013  0.0074  0.0126
Si  -0.0037  0.0091  -0.0011
Si  -0.0011  -0.003  0.0057
Si  0.0038  0.0109  0.0003
Si  -0.0039  0.0013  0.0009
Si  0.0544  0.0199  0.0802
Si  -0.0023  -0.0039  0.0101
Si  -0.0149  -0.0115  0.002
Si  -0.0112  0.0045  0.0043
Si  -0.0024  -0.0029  0.0033
Si  -0.0948  -0.098  0.0344
O  -0.0111  0.0003  0.0144
O  0.0034  -0.0036  0.0117
O  -0.0003  0.0002  -0.0053
O  0.0031  -0.0053  0.0032
O  0.0007  0.0039  0.0098
O  -0.0049  -0.0012  0.0066
O  -0.0007  -0.0034  -0.0048
O  0.0146  -0.0071  0.0016
O  0.0028  -0.0004  0.0004
O  0.0016  -0.0017  -0.0087
O  0.0022  0.0063  0.0053
O  0.0296  -0.068  0.0301
O  0.0074  -0.0037  0.0006
O  0.0067  0.0037  -0.0042
O  0.0011  0.0047  0.0041
O  -0.0041  0.0092  0.0151
O  -0.0326  -0.0305  0.0284
O  -0.0499  0.0198  -0.0056
O  -0.0004  -0.005  0.0008
O  -0.0007  -0.0002  -0.0077
O  -0.002  0.002  0.0042
O  0.0024  -0.004  0.0034
O  -0.0111  -0.0086  0.027
O  -0.0052  -0.0103  -0.0019
O  0.0004  -0.0013  0.0033
O  0.0013  -0.0016  0.0029
O  -0.012  -0.0029  0.0136
O  -0.0056  0.0023  0.001
O  0.0066  -0.0045  -0.0051
O  0  0.0021  -0.001
O  0.2694  0.1184  0.103
O  -0.008  0.0766  -0.0112
O  0.0021  -0.0028  -0.0004
O  0.0111  -0.0013  0.0008
O  0.0065  -0.007  0.0136
O  0.0116  -0.0056  -0.003
O  -0.0128  -0.0009  0.008
O  0.0003  0.0001  0.0011
O  0.0031  0.0012  -0.0088
O  -0.0075  0.0424  -0.0076
O  0.0075  -0.0066  0.0049
O  -0.0021  -0.0101  0.0145
O  -0.0029  0.0037  0.0091
O  -0.001  -0.0011  0.0004
O  -0.0142  -0.0066  0.0249
O  0.0018  -0.002  -0.0058
O  0.0098  0.0031  0.0014
O  -0.0108  -0.0112  -0.0036
O  -0.0052  0.01  0.0102
O  -0.0118  0.0077  -0.0187
O  -0.0023  -0.006  -0.0013
O  0.0015  -0.0021  -0.0049
O  0.1433  -0.2332  0.0602
O  0.0246  0.0313  -0.0109
O  0.0013  -0.0011  -0.0072
O  0.0109  -0.0122  -0.0052
O  0.0083  -0.0125  -0.0006
O  -0.0005  -0.001  0.0078
O  -0.0012  0.0043  0.0108
O  -0.0003  -0.005  -0.0073
O  -0.0094  -0.0092  -0.0026
O  -0.0005  -0.0136  -0.0066
O  0.0042  0.0048  0.0043
O  0.0031  -0.0087  -0.0192
O  -0.0044  -0.0038  -0.0036
O  0.0048  0.0011  -0.0001
O  0.0043  -0.0022  0.0036
O  -0.0002  -0.0016  -0.0051
O  0.0045  0.002  0.0034
O  -0.0073  -0.0166  -0.0108
O  0.0063  -0.0113  -0.0047
O  -0.0014  -0.0018  0.0014
O  0.0088  0.0218  0.0089
O  0.0016  0.0061  0.0126
O  -0.0028  0.0016  0.0034
O  0.0017  0.0025  0.0049
O  0.0098  0.0126  -0.0053
O  0.0004  -0.0211  -0.0084
O  0.0081  0.0034  -0.0066
O  -0.0009  0.0003  -0.0014
O  0.0011  -0.0028  -0.0083
O  -0.0036  -0.0038  0.01
O  -0.0005  -0.005  0.0052
O  -0.001  0.0027  0.0015
O  -0.0239  -0.0265  0.0305
O  0.0026  -0.0002  0.0027
O  -0.0131  0.0109  0.0059
O  -0.029  0.0188  0.0363
O  0.0157  0.0061  -0.0047
O  -0.0039  -0.0178  0.0024
O  0.008  0.0015  0.0298
O  0.0011  0.0051  -0.0004

The program warned: the cutoff lies below the one the program advises for these potential files; the forces do not sum to zero within the program's tolerance; the exchange-correlation potential is rough where the density is thin.
